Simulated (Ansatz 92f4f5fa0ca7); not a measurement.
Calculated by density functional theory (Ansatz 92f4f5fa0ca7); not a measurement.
Periodic cell of 224 atoms, Si134O86N4, from a study of silicon, its oxide and their interface. The atomic structure is a simulated model.
This geometry differs little from another in the collection (a relaxation step or a small displacement).

Settings
functional: r2SCAN
potential files: Ansatz PAW
basis: plane waves
wave-function cutoff: 800 eV
density cutoff ratio: 5
exchange-correlation grid ratio: 1
k mesh: 1 x 1 x 1, shifted by 0.5 0.5 0 of a step
self-consistency stop: 1e-10 eV per atom in the density residual
occupations: fixed
spin: none
net charge: 0

Cell vectors (angstrom)
a	10.88	0	0
b	0	10.88	0
c	0	0	31.8074

Atoms: element, x, y, z (angstrom)
Si	-0.406	0.0355	-0.0834
Si	2.2594	2.6807	-0.3317
Si	0.2802	5.1208	-0.0761
Si	2.9505	7.8515	0.0641
Si	6.0898	-0.4311	-0.4161
Si	8.6553	2.6125	0.0098
Si	5.1254	5.6476	0.1171
Si	7.8895	7.9548	0.1853
Si	1.2674	1.1889	1.1811
Si	3.9995	3.8239	1.0221
Si	1.3661	6.7061	1.2927
Si	4.242	9.5535	1.0213
Si	6.9506	1.2951	1.0292
Si	9.7193	4.0366	1.4684
Si	6.6255	6.6768	1.5885
Si	9.4127	9.3667	1.3034
Si	0.12	2.5973	2.7321
Si	2.8098	-0.053	2.4453
Si	0.0189	8.1041	2.6004
Si	2.7398	5.2642	2.553
Si	5.4878	2.6064	2.4036
Si	8.151	-0.034	2.614
Si	5.3606	8.2379	2.7002
Si	8.2054	5.3624	2.6942
Si	1.4413	4.01	4.0287
Si	4.1296	1.325	3.8534
Si	1.4329	9.4845	3.8715
Si	4.0298	6.7493	3.9285
Si	6.8004	3.9664	3.902
Si	9.5404	1.2885	3.9935
Si	6.7837	9.5456	4.0104
Si	9.5473	6.782	3.9928
Si	0.0775	-0.0525	5.29
Si	2.835	2.6795	5.312
Si	0.0398	5.4124	5.3233
Si	2.7046	8.1245	5.3022
Si	5.4334	0.0244	5.3303
Si	8.1729	2.6801	5.3123
Si	5.481	5.4244	5.2399
Si	8.1841	8.1703	5.3116
Si	1.4254	1.3445	6.6404
Si	4.1478	4.0997	6.6463
Si	1.3566	6.8074	6.6868
Si	4.0706	9.5171	6.651
Si	6.8117	1.374	6.6871
Si	9.5351	4.0737	6.6593
Si	6.8281	6.7906	6.6357
Si	9.5485	9.5201	6.6616
Si	0.0623	2.7274	7.9806
Si	2.7553	0.0201	8.0448
Si	-0.0183	8.1597	8.0353
Si	2.7802	5.4706	7.9919
Si	5.4952	2.7781	8.0303
Si	8.2122	0.044	8.0172
Si	5.4841	8.1934	7.976
Si	8.1863	5.4511	8.0218
Si	1.4152	4.1103	9.3275
Si	4.1311	1.4431	9.3795
Si	1.3164	9.5695	9.3467
Si	4.1504	6.8406	9.3401
Si	6.8582	4.0997	9.4134
Si	9.5817	1.4182	9.3762
Si	6.8055	9.5999	9.3452
Si	9.5077	6.8138	9.4143
Si	0.0284	0.0818	10.7726
Si	2.781	2.8187	10.7369
Si	0.0343	5.4081	10.7038
Si	2.729	8.2216	10.5962
Si	5.5199	0.141	10.7517
Si	8.2484	2.7644	10.7815
Si	5.5182	5.501	10.7368
Si	8.1416	8.2642	10.707
Si	1.4164	1.4897	12.1013
Si	4.1711	4.1626	12.112
Si	1.4201	6.822	11.9268
Si	3.9615	9.7162	11.9015
Si	6.9584	1.4261	12.224
Si	9.608	4.0876	12.1821
Si	6.807	6.9355	12.0827
Si	9.467	9.6306	12.0896
Si	0.0495	2.6144	13.6267
Si	2.7564	0.1676	13.4787
Si	0.0959	8.2746	13.1753
Si	2.7533	5.5415	13.39
Si	5.603	2.8912	13.499
Si	8.2177	-0.0379	13.7356
Si	5.2168	8.3228	13.18
Si	8.3745	5.7325	13.3999
Si	1.244	4.3766	14.7204
Si	4.4867	1.2225	14.7441
Si	1.3178	9.5592	14.6429
Si	3.5686	7.3888	14.6133
Si	7.0467	4.4154	14.6893
Si	10.0075	0.7749	15.1937
Si	6.3963	9.6151	14.6709
Si	10.0522	6.8662	14.759
Si	-1.9823	3.1972	16.7215
Si	2.7408	2.6067	16.9556
Si	5.9833	7.0098	16.2773
Si	5.9983	1.0302	23.6933
Si	0.2557	1.611	17.7989
Si	0.9466	8.5367	19.6152
Si	-2.4435	3.6664	21.7422
Si	6.4723	7.9299	21.2072
Si	0.5438	4.3684	17.4793
Si	3.7262	-5.1319	24.3073
Si	-1.8944	9.2997	19.7978
Si	10.3384	9.008	17.0432
Si	-3.6215	3.8415	19.2646
Si	1.2379	-1.6645	29.6264
Si	0.7797	17.7515	24.5646
Si	8.7347	-7.5471	26.0628
Si	2.2491	5.8546	19.361
Si	9.6209	1.0201	27.616
Si	-5.6009	6.3613	19.0434
Si	-5.0482	2.7505	21.3496
Si	1.7419	1.0181	28.7506
Si	1.1726	0.4995	20.2866
Si	4.242	-4.1986	27.3027
Si	2.1848	9.1278	24.8179
Si	2.9913	0.6264	26.0626
Si	5.34	-1.5071	26.6087
Si	-1.2756	11.5645	21.8722
Si	6.3419	5.0998	29.0833
Si	6.8659	0.2155	28.4145
Si	-1.7299	5.3246	24.0982
Si	6.5141	-5.3449	22.8973
Si	-2.0986	5.3732	30.247
Si	4.9854	-1.6291	23.7247
Si	-2.0974	0.709	24.7316
Si	6.0636	2.9758	27.3567
Si	1.5771	7.4615	27.2491
Si	3.0441	3.0657	19.9918
Si	15.1799	2.9695	25.1114
O	-1.2709	1.3714	-0.5877
O	0.0464	-0.9302	30.4588
O	-2.1039	-8.5535	24.7902
O	2.1974	2.0101	29.958
O	-4.7863	3.5227	28.8637
O	-0.4738	5.3999	30.2814
O	-1.434	2.6094	27.3196
O	4.0295	6.7306	-0.42
O	6.0629	0.1446	29.8377
O	6.9978	-1.791	-0.6154
O	8.3474	3.8392	30.7379
O	13.3626	1.3928	27.3852
O	1.7333	9.858	20.1853
O	6.0297	5.382	30.6185
O	8.4878	6.7758	-0.7713
O	0.2785	5.6867	15.0323
O	1.7127	1.341	17.1119
O	3.933	2.0969	16.0113
O	2.3987	8.4134	15.1941
O	4.403	6.9861	15.9433
O	6.538	-8.3369	19.9058
O	6.5406	5.5469	15.7935
O	6.1446	5.012	19.2656
O	11.279	3.0906	18.4954
O	5.4574	10.8605	15.2751
O	6.7244	8.3683	15.7293
O	9.8355	7.6913	16.1846
N	-1.0728	1.7108	16.6892
O	-10.7535	0.5874	19.0224
O	5.2535	-3.506	20.2987
O	-3.2901	-2.2923	20.232
O	1.8115	-3.638	20.0762
O	-0.559	8.4701	20.2438
O	3.3937	3.0349	18.3907
O	1.071	5.6612	18.2528
N	1.7476	3.8874	16.3186
O	7.1423	6.6318	21.8775
O	-2.802	3.2979	15.3388
O	0.7471	8.6327	17.9872
O	6.0659	7.1235	17.8668
O	-1.7239	9.4473	18.138
N	0.0319	-0.6948	15.7871
O	8.5441	4.2104	20.2025
N	6.7431	3.974	22.1745
O	9.3888	4.4372	22.7671
O	-3.1182	3.3531	17.8351
O	-0.9715	4.4694	16.8946
O	2.2843	4.4939	20.2705
O	3.7318	6.0158	18.7189
O	-6.1575	8.1971	27.4987
O	-1.9385	10.6419	20.7167
O	-8.6011	1.6643	20.2629
O	0.6533	-4.2293	26.1903
O	2.4138	-2.418	26.2823
O	-4.2419	-1.0671	27.4658
O	2.1155	8.2594	30.548
O	4.2811	3.0733	21.045
O	1.9111	-0.2236	25.2065
O	7.2257	3.6923	26.4915
O	3.6286	4.1516	24.3008
O	-7.44	8.7568	23.8436
O	6.2949	1.4029	27.4794
O	5.3398	5.8234	28.082
O	0.1576	0.91	28.3759
O	0.7426	-2.5826	28.3698
O	-5.2203	13.2973	24.4401
O	-3.6532	0.3146	24.4691
O	-2.9652	5.5047	28.8739
O	7.5579	5.6698	24.156
O	-1.382	-6.2446	25.524
O	-1.3583	0.1558	23.4105
O	2.7348	-4.3533	27.9152
O	4.9819	6.0083	23.2666
O	4.6612	3.3362	26.6423
O	-2.0008	2.1188	21.7689
O	4.7991	-0.0301	23.7189
O	-6.6054	-0.2826	26.4597
O	13.0668	-4.6658	24.0135
O	4.2259	-4.6125	25.7433
O	0.8778	8.4495	24.1883
O	3.2341	12.6866	25.0242
O	9.4347	0.2433	26.1626
O	5.7258	-2.0458	25.1173
O	23.9786	10.399	29.1309
O	5.8163	8.832	22.3986
O	8.462	0.4548	28.6118
O	-4.7421	1.3659	22.1251
O	-10.564	0.7526	21.6176
O	-0.6157	6.4616	23.9067
O	1.4142	4.0494	31.2918

Results
free energy: -136301.669 eV
free energy less fixed offsets of N -386.36, O -570.45, Si -639.56 eV per atom: 3.511 eV

Forces (eV/angstrom), in the order of the atoms: element, x, y, z
Si	-0.0037	0.0002	0.009
Si	-0.01	0.0085	0.0186
Si	-0.0068	-0.0146	0.0238
Si	-0.0114	0.0006	0.0116
Si	-0.0019	-0.0014	0.0092
Si	0.004	0.006	0.0089
Si	0.0007	0.0046	0.0082
Si	-0.0006	0.0012	0.0003
Si	-0.0045	-0.0001	-0.0014
Si	-0.0015	0.0024	-0.0041
Si	0.0054	0.0016	-0.0013
Si	0.0022	-0.0048	-0.0066
Si	0.0033	0.0006	-0.0041
Si	0.002	-0.0034	-0.0033
Si	-0.0004	-0.0008	0.0004
Si	0.0009	0.0011	-0.0003
Si	0.0058	0.0057	-0.0032
Si	-0.0041	0.0026	0.0024
Si	-0.0019	0.0001	0.0013
Si	-0.0048	-0.0022	0.0012
Si	-0.0018	-0.0007	0.0006
Si	-0.0003	-0.0041	0.0029
Si	0.0008	-0.0016	-0.0021
Si	-0.003	-0.0013	0.001
Si	0.0012	-0.0055	-0.0035
Si	0.0001	0	-0.0001
Si	0.0009	-0.0024	-0.0001
Si	0.0005	-0.0006	-0.003
Si	0.001	0.0037	-0.0005
Si	0	-0.0008	-0.0028
Si	-0.0018	0.0032	-0.0009
Si	-0.0018	0.0016	0.0017
Si	-0.001	0.0003	0.0021
Si	-0.0023	0.0013	-0.0006
Si	0.0002	0.0006	-0.0004
Si	-0.0017	0.001	0.0023
Si	-0.0002	-0.0016	-0.0005
Si	-0.0006	0.0008	0.002
Si	-0.0012	-0.0015	0.0019
Si	-0.0002	-0.0006	0.0002
Si	0.0005	0.0004	0.0006
Si	-0.0009	0.0003	0.0003
Si	-0.0001	-0.0003	-0.0007
Si	-0.0005	0.0001	0.0002
Si	0.0005	-0.0005	-0.0002
Si	-0.0004	-0.0004	-0.0002
Si	0.0005	0.0004	0.0008
Si	-0.0005	-0.0012	0.0002
Si	-0.0004	-0.0003	0.0002
Si	-0.0018	-0.0009	0.0003
Si	-0.0009	0	0.0003
Si	-0.0009	-0.0003	-0.0004
Si	0.0008	0.0013	-0.0001
Si	-0.0011	0.0008	-0.0003
Si	-0.0006	0.0007	-0.0001
Si	-0.0003	-0.0002	0.0007
Si	0.0001	0.001	0.0004
Si	0.0003	0.0003	0
Si	0.0004	0.0006	0.0002
Si	-0.0009	0.0002	0.001
Si	-0.0007	-0.0007	-0.0001
Si	0.0002	0.0004	0.0002
Si	0.0012	-0.0015	0.0001
Si	-0.0011	0.0011	0.0006
Si	-0.0011	-0.002	0.0004
Si	-0.0006	-0.0003	0.0008
Si	0.0016	-0.0027	0.0018
Si	-0.0009	0.0003	0.0017
Si	-0.0015	0.002	0.0003
Si	-0.0005	0.0005	-0.0005
Si	0.0005	0.0016	0.0008
Si	-0.0027	0.001	-0.0002
Si	-0.0002	0.0029	0
Si	-0.0029	-0.0014	-0.0009
Si	0.0015	-0.0001	-0.0016
Si	0.0002	-0.0024	-0.0022
Si	0.0002	-0.0015	-0.0037
Si	-0.001	0.0013	-0.0022
Si	0.0001	0.0013	-0.0007
Si	-0.0003	0.0007	-0.002
Si	-0.0013	-0.0047	-0.0037
Si	-0.0024	0.0014	-0.0008
Si	0.0009	0.0049	-0.0018
Si	0.0034	0.0028	-0.004
Si	-0.0031	0	0.0002
Si	0.0002	0.0005	0.0019
Si	0.0002	0.0017	-0.0021
Si	0.0007	-0.0014	-0.0023
Si	-0.001	0.004	0.0057
Si	0.0013	0.003	-0.0008
Si	-0.001	-0.0003	0.0012
Si	-0.0039	0.0022	-0.0002
Si	-0.0016	0.0096	0.004
Si	-0.0014	0.0036	-0.0054
Si	0.0015	0.0029	-0.0022
Si	-0.0025	-0.0018	-0.0024
Si	-0.0013	-0.0008	-0.0081
Si	0	0.0008	-0.0095
Si	-0.0017	-0.0017	-0.0091
Si	-0.0001	0.0037	-0.0063
Si	-0.0033	0.0012	-0.0091
Si	-0.0016	0.0014	-0.008
Si	-0.0008	-0.0006	-0.009
Si	0.0023	-0.0006	-0.011
Si	0.0033	-0.0012	-0.0066
Si	0.0021	0.0042	-0.006
Si	0.0033	-0.0017	-0.0093
Si	-0.0005	0.0011	-0.0132
Si	0.002	-0.0001	-0.0105
Si	-0.0016	0.0005	0.0064
Si	0.0013	0.0011	-0.0047
Si	0.0022	-0.0011	-0.0013
Si	-0.0031	-0.0011	-0.0074
Si	0.0017	0.0027	-0.0025
Si	0.0013	-0.0002	-0.0069
Si	-0.0029	0.0025	-0.0094
Si	0.0028	-0.0031	0.0058
Si	0.0007	0.0004	-0.0092
Si	0.0014	0.0008	-0.0015
Si	0.0029	0.0007	-0.004
Si	0.0043	0.0038	-0.0037
Si	0.0018	0.0038	-0.0015
Si	0.0012	-0.0001	-0.0098
Si	0.0011	-0.0017	0.0004
Si	-0.0014	0.0035	-0.0014
Si	-0.0022	-0.0009	-0.0051
Si	0.0029	0.002	-0.0078
Si	0.0082	-0.0054	0.006
Si	0.0022	0.0002	-0.0082
Si	0.0006	-0.0023	-0.0069
Si	0.0028	-0.0025	0.0002
Si	0.0032	0.0043	-0.0049
Si	-0.0018	0.0022	-0.0098
Si	-0.0001	-0.0002	0.001
O	-0.004	-0.0031	-0.003
O	0.0054	-0.0022	-0.0032
O	-0.0003	-0.002	0.0021
O	0.0069	-0.0195	0.0054
O	-0.0005	0.0037	0.0007
O	0.0019	0.0024	-0.0047
O	-0.0103	-0.003	0.002
O	0.0022	0.0005	-0.0061
O	-0.0021	0.0006	0.0012
O	-0.001	0.0031	-0.0042
O	-0.0025	-0.0001	-0.0084
O	-0.0005	0.0071	-0.001
O	0.0018	0.0023	0.0021
O	-0.0007	-0.0035	0.0016
O	-0.0011	0.0001	0.0066
O	0.0035	0.0002	0.002
O	0.0005	0.0009	0.0032
O	-0.0025	0.0016	0.0052
O	0.0034	0.0016	0.0019
O	0.0037	-0.0162	-0.0052
O	-0.0033	0.0021	0.004
O	0.0023	0.002	0.0122
O	0.003	0.0025	0.0022
O	-0.0013	-0.0001	0.0041
O	-0.0005	-0.0009	-0.001
O	-0.0016	-0.0037	0.0009
O	0.0005	0.0021	0.0052
N	0	0.0005	0.0065
O	0.0007	0.0002	0.006
O	0.0002	0.0041	0.0059
O	-0.0028	0.0015	0.0035
O	0.001	0.0024	0.0044
O	-0.0023	0.0007	0.0032
O	-0.0001	0.0016	0.0063
O	-0.001	0.0029	0.0036
N	0.0006	-0.0007	0.004
O	-0.0008	-0.0003	0.003
O	0.0016	-0.0059	0.0029
O	0.0024	-0.0007	0.0072
O	-0.0039	0.0021	0.0061
O	-0.0021	0.0009	0.0078
N	-0.0011	-0.0026	0.0061
O	0.0007	0.0005	0.0075
N	-0.0014	0.0048	0.0054
O	0.0011	-0.0005	0.006
O	-0.0026	0.0029	0.0077
O	0.0009	0.0014	-0.0006
O	-0.0003	0.0003	0.0036
O	0.001	-0.0001	0.0028
O	0.0009	0.0008	0.0009
O	-0.0003	0.0038	0.0056
O	0.0011	0.0004	0.0024
O	0.0002	0.0014	0.0024
O	0.0014	0	0.0026
O	-0.0041	-0.0004	0.002
O	0.0089	0.004	-0.0033
O	0.0024	0.0001	0.0054
O	-0.0014	-0.0015	0.0041
O	-0.0022	0.0031	0.0013
O	-0.0029	0.0016	0.0029
O	-0.0014	0.0026	0.0017
O	0.0037	-0.0003	-0.0022
O	-0.0017	0.0019	0.0039
O	0.0045	0.005	0.0051
O	-0.0045	0.0022	0.0074
O	-0.0004	0.0012	0.0015
O	-0.0017	-0.0011	0.0036
O	-0.0044	0.002	-0.0003
O	0.001	0.003	0.0034
O	0.0026	0	0.0055
O	0.0007	0.0007	0.0075
O	0.0005	-0.0005	-0.0027
O	-0.0032	-0.0012	0.0042
O	-0.003	0.0003	0.0008
O	-0.0006	0.0011	0.0009
O	0.0003	-0.0009	0.0015
O	0.0004	-0.0003	-0.0001
O	0.0005	0.0016	0.0033
O	0.0024	0.0014	0.0027
O	-0.0004	0.0013	0.0009
O	0.0013	-0.0047	-0.0027
O	0.0019	0.0009	0.0022
O	0.0018	0.0004	0.0019
O	-0.0069	0.0014	-0.0065
O	-0.0019	0.0022	0.0079
O	0.0015	-0.004	0.0004
O	0.0006	-0.0022	0.0053
O	-0.0027	0.0018	0.0051
O	0.0026	-0.0007	-0.0015
O	0.0126	0.0136	-0.0306

The program warned: the cutoff lies below the one the program advises for these potential files; the forces do not sum to zero within the program's tolerance; empty levels may hold ghost states of the PAW files; the exchange-correlation potential is rough where the density is thin.
